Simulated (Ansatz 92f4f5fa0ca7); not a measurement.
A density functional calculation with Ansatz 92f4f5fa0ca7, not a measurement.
Periodic cell of 212 atoms, Si132O80, from a study of silicon, its oxide and their interface. The atomic structure is a simulated model.
Doubt: the cutoff is far below the 930 eV that the study's wrapper takes by default for these files, so forces and energies are approximate.
This geometry differs little from another in the collection (a relaxation step or a small displacement).

Settings
functional: PBE
potential files: Ansatz PAW
basis: plane waves
wave-function cutoff: 580 eV
density cutoff ratio: 5
exchange-correlation grid ratio: 1
k mesh: 1 x 1 x 1, Gamma-centred
self-consistency stop: 5e-08 eV per atom in the density residual
occupations: fixed
spin: none
net charge: 0

Cell vectors (angstrom)
a, 10.938, 0, 0
b, 0, 10.938, 0
c, 0, 0, 31.1486

Atoms: element, x, y, z (angstrom)
Si, -0.5018, 0.3027, 23.7773
Si, 6.1353, -0.4362, 23.5671
Si, 2.2357, 3.2489, 23.8522
Si, 8.7995, 2.1639, 23.8873
Si, 0.4253, 4.8612, 23.9778
Si, 5.0813, 6.0005, 23.6211
Si, 3.3062, 7.7243, 23.744
Si, 7.8961, 8.7476, 23.749
Si, 1.3643, 1.3105, 24.9001
Si, 6.9034, 1.3027, 24.9865
Si, 4.1404, 4.1751, 24.9028
Si, 9.591, 3.9786, 25.1617
Si, 1.4395, 6.7965, 24.9475
Si, 6.8678, 6.9028, 24.8952
Si, 4.2704, 9.5676, 24.8593
Si, 9.5326, 9.6163, 25.1905
Si, 2.7947, -0.041, 26.2572
Si, 8.1725, 0.024, 26.4872
Si, 0.0725, 2.6363, 26.4358
Si, 5.4812, 2.7338, 26.2795
Si, 2.7658, 5.453, 26.3829
Si, 8.1847, 5.4802, 26.3243
Si, 0.0429, 8.1661, 26.3393
Si, 5.5152, 8.2046, 26.3618
Si, 4.1018, 1.3673, 27.7304
Si, 9.5708, 1.3673, 27.7304
Si, 1.3673, 4.1018, 27.7304
Si, 6.8362, 4.1018, 27.7304
Si, 4.1018, 6.8362, 27.7304
Si, 9.5708, 6.8362, 27.7304
Si, 1.3673, 9.5708, 27.7304
Si, 6.8362, 9.5708, 27.7304
Si, 0, 0, 29.0976
Si, 5.469, 0, 29.0976
Si, 2.7345, 2.7345, 29.0976
Si, 8.2035, 2.7345, 29.0976
Si, 0, 5.469, 29.0976
Si, 5.469, 5.469, 29.0976
Si, 2.7345, 8.2035, 29.0976
Si, 8.2035, 8.2035, 29.0976
Si, 1.3673, 1.3673, 30.4649
Si, 6.8362, 1.3673, 30.4649
Si, 4.1018, 4.1018, 30.4649
Si, 9.5708, 4.1018, 30.4649
Si, 1.3673, 6.8362, 30.4649
Si, 6.8362, 6.8362, 30.4649
Si, 4.1018, 9.5708, 30.4649
Si, 9.5708, 9.5708, 30.4649
Si, 2.7345, 0, 0.6835
Si, 8.2035, 0, 0.6835
Si, 0, 2.7345, 0.6835
Si, 5.469, 2.7345, 0.6835
Si, 2.7345, 5.469, 0.6835
Si, 8.2035, 5.469, 0.6835
Si, 0, 8.2035, 0.6835
Si, 5.469, 8.2035, 0.6835
Si, 4.1018, 1.3673, 2.0507
Si, 9.5708, 1.3673, 2.0507
Si, 1.3673, 4.1018, 2.0507
Si, 6.8362, 4.1018, 2.0507
Si, 4.1018, 6.8362, 2.0507
Si, 9.5708, 6.8362, 2.0507
Si, 1.3673, 9.5708, 2.0507
Si, 6.8362, 9.5708, 2.0507
Si, 0, 0, 3.418
Si, 5.469, 0, 3.418
Si, 2.7345, 2.7345, 3.418
Si, 8.2035, 2.7345, 3.418
Si, 0, 5.469, 3.418
Si, 5.469, 5.469, 3.418
Si, 2.7345, 8.2035, 3.418
Si, 8.2035, 8.2035, 3.418
Si, 1.3802, 1.3534, 4.7401
Si, 6.8046, 1.4171, 4.8585
Si, 4.0715, 4.1257, 4.7497
Si, 9.5734, 4.1281, 4.8637
Si, 1.3536, 6.8163, 4.8327
Si, 6.8283, 6.8456, 4.7389
Si, 4.0571, 9.5908, 4.838
Si, 9.4706, 9.6576, 4.6912
Si, 2.6893, 0.0424, 6.2339
Si, 8.133, -0.0148, 6.2118
Si, 0.0599, 2.6951, 6.147
Si, 5.4613, 2.8835, 6.2032
Si, 2.6588, 5.3318, 6.2208
Si, 8.1994, 5.5855, 6.2196
Si, -0.0859, 8.3157, 5.9857
Si, 5.3971, 8.1275, 6.1176
Si, 3.7625, 1.7969, 7.4196
Si, 10.0038, 0.9413, 7.3216
Si, 1.8454, 3.4396, 7.5476
Si, 6.3347, 4.7934, 7.427
Si, 4.4369, 6.3312, 7.3572
Si, 9.0287, 7.5658, 7.2782
Si, 0.7255, 10.0953, 7.2913
Si, 7.1253, 9.0758, 7.3731
O, 0.6857, 9.5052, 8.863
O, 1.2551, 3.6136, 9.0904
O, 9.7205, 1.4125, 8.9022
O, 6.5996, 9.196, 8.9519
O, 4.5176, 1.1807, 8.7784
O, 3.8361, 6.6011, 8.8877
O, 6.7331, 4.8549, 9.0741
O, 9.5109, 7.6786, 8.8825
O, 2.2634, 3.2273, 22.1549
O, 5.9908, 11.0723, 21.9894
O, 8.4145, 2.6923, 22.3719
O, 0.0035, 4.6728, 22.3412
O, 8.6968, 8.4774, 22.2961
O, 2.8575, 8.1912, 22.202
O, 5.6248, 5.7103, 22.0635
O, 10.5672, 10.4473, 22.2918
Si, 1.3294, 4.3647, 21.4064
Si, 1.4645, 3.7063, 15.6699
Si, 8.7399, 0.7088, 10.0006
Si, 6.1702, 0.8361, 20.5216
Si, 0.3033, 13.3967, 19.3407
Si, 4.0406, 6.7462, 10.4993
Si, 10.0629, 9.0514, 21.5726
Si, 3.586, 7.58, 18.9846
Si, 8.5829, 5.4699, 19.3768
Si, 5.0556, 14.083, 19.0598
Si, 0.0991, 10.592, 14.5447
Si, 6.0465, 9.23, 10.4902
Si, -2.5303, 1.9642, 12.9527
Si, 4.7759, 10.269, 18.116
Si, 8.2217, 0.1481, 15.335
Si, 6.0793, 3.6334, 13.9997
Si, 12.73, 7.3948, 21.2489
Si, -3.8129, 8.7123, 16.6939
Si, 0.4386, 2.3375, 13.2031
Si, 5.8695, 6.6287, 14.8456
Si, 3.1, 6.3752, 16.247
Si, 6.9659, 13.3984, 16.5545
Si, 1.3637, 3.7723, 10.7101
Si, 7.8675, 5.103, 10.2108
Si, 1.0648, 6.8186, 11.5359
Si, 7.4487, 7.4675, 12.353
Si, 8.7643, 2.5239, 20.8035
Si, 2.7263, 12.7117, 17.768
Si, 5.6551, 5.903, 20.4415
Si, 5.6371, 1.1826, 9.9695
Si, 4.457, 3.7698, 11.4787
Si, -0.6288, 7.8715, 13.6912
Si, -0.5823, 8.8542, 9.6849
Si, -1.3144, 3.832, 17.0573
Si, 0.5378, 8.3146, 16.2741
Si, -1.3895, 8.2373, 18.7759
O, 4.7242, 3.6353, 13.0898
O, 9.3098, -0.8611, 10.0851
O, 1.8851, 7.434, 16.217
O, 1.3428, 3.3868, 14.0728
O, 8.1394, 8.5037, 17.9666
O, 5.0372, 4.6136, 19.6993
O, 0.8441, 5.2682, 11.0969
O, 2.1102, 5.7957, 21.4469
O, -0.0199, 4.2408, 16.1543
O, 4.7112, 5.35, 11.0707
O, -1.3562, 6.7685, 19.5413
O, 6.2393, 7.3917, 13.4483
O, 3.6224, 3.012, 18.3213
O, 5.7807, 9.5789, 17.0361
O, 8.8987, 7.3729, 13.069
O, 5.4154, 2.6108, 10.7714
O, 11.2403, 7.9033, 21.6726
O, 6.2776, 13.8446, 17.9691
O, -3.6825, 8.8702, 11.5407
O, 0.6295, 2.6134, 11.6052
O, 7.425, 11.8287, 16.5653
O, -0.7231, 2.7232, 18.1014
O, 5.9192, 2.6649, 15.3088
O, 10.2718, 1.9023, 20.5413
O, 4.761, 7.2089, 20.0566
O, 5.4188, -0.2176, 10.8231
O, 5.1708, 2.1165, 20.329
O, 9.8391, 11.2605, 15.449
O, -3.1409, 11.6899, 13.8785
O, 3.7108, 6.5042, 17.7603
O, 9.1754, 4.3159, 10.2704
O, 7.3696, 6.2255, 11.2598
O, 0.9606, 14.8119, 19.8953
O, 3.7908, 11.4727, 17.5445
O, -3.0781, 9.5053, 15.4633
O, 2.1008, 7.6104, 19.6714
O, 7.3061, 3.1741, 13.0057
O, 8.3685, 3.2348, 16.2023
O, -2.0309, 16.0218, 17.8205
O, 0.64, 7.0051, 13.1056
O, 8.713, 4.0563, 20.203
O, 7.1452, 6.0961, 19.8149
O, -4.2553, 7.2525, 16.1172
O, 2.9295, 3.4845, 11.0829
O, 2.5612, 4.8737, 15.9343
O, 4.2632, 6.7195, 15.146
O, 11.0491, 7.9705, 10.86
O, 11.7957, 11.7505, 13.6784
O, 5.7303, 10.7146, 19.3638
O, -0.1219, 8.4127, 17.7564
O, 2.6426, 7.1095, 11.2537
O, -0.4621, -1.4449, 13.4536
O, 1.9754, 24.2019, 16.4163
O, 7.688, 1.4152, 20.2405
O, 1.5186, 12.398, 18.8627
O, -4.5698, 5.0993, 14.6336
O, -3.7385, 1.0238, 9.4404
O, 9.7284, 9.3279, 19.9916
O, -5.9843, 8.0606, 10.7402
O, 0.9966, 9.7774, 15.6519
O, -1.1402, 2.558, 13.5505
O, 3.7271, 9.1218, 18.5361
O, -0.6001, 7.6292, 15.3093
O, 8.7311, 1.3423, 11.4901

Results
free energy: -129407.142 eV
free energy less fixed offsets of O -568.88, Si -635.61 eV per atom: 3.778 eV

Forces (eV/angstrom), in the order of the atoms: element, x, y, z
Si, 0.0021, 0.0023, 0.0002
Si, 0.001, -0.0007, 0.0002
Si, -0.0014, 0.0047, 0.0005
Si, 0.0002, -0.002, -0.0016
Si, 0.0026, -0.008, -0.0021
Si, 0.0006, 0.003, 0.001
Si, -0.0029, -0.0066, -0.0026
Si, -0.004, -0.002, -0.001
Si, -0.0021, -0.0017, 0.0009
Si, -0.0021, 0.0005, 0.0021
Si, -0.0026, -0.0008, 0.0014
Si, -0.0012, 0.0012, 0.003
Si, 0.0012, 0.0052, 0.0051
Si, 0.0005, -0.0004, 0.0003
Si, 0.0012, 0.0037, 0.0029
Si, 0.0002, 0.0005, 0.0003
Si, -0.0001, 0.0001, -0.001
Si, 0, 0.0003, -0.0032
Si, 0.0032, 0.0029, -0.0054
Si, 0.0014, 0.0001, -0.001
Si, 0.0026, 0.0019, -0.0071
Si, -0.0004, -0.0002, -0.0012
Si, 0.0011, -0.001, -0.0023
Si, 0.0002, -0.0013, -0.0036
Si, 0.0199, 0.0149, -0.6605
Si, 0.097, -0.0237, 0.8624
Si, 0.3042, -0.1817, 0.2467
Si, -0.1323, 0.003, -0.3959
Si, 0.1412, 0.1509, 0.0544
Si, 0.059, -0.0884, -0.3037
Si, 0.3276, -0.0355, -0.4742
Si, -0.2147, -0.1833, 0.6768
Si, -0.123, 0.055, 0.0288
Si, 0.0013, -0.0984, 0.0261
Si, -0.0264, 0.0984, 0.0264
Si, 0.1482, 0.04, 0.0201
Si, -0.0731, -0.0546, -0.0174
Si, -0.0426, 0.0281, 0.0049
Si, 0.0614, 0.0587, 0.0072
Si, -0.0425, 0.0882, 0.0148
Si, 0.0234, -0.0488, -0.0006
Si, -0.0303, 0.0363, -0.0464
Si, 0.0337, -0.0402, 0.0126
Si, -0.0125, 0.0125, -0.0118
Si, 0.0103, 0.003, -0.0409
Si, 0.0638, -0.0524, -0.0048
Si, -0.062, 0.0198, -0.0159
Si, 0.0937, -0.0895, 0.0011
Si, 0.0385, -0.0217, 0.0332
Si, -0.0414, 0.0546, 0.0094
Si, -0.0796, 0.0419, -0.0179
Si, 0.0532, -0.0334, 0.0201
Si, -0.0403, 0.0151, 0.0187
Si, 0.0277, 0.0141, 0.0383
Si, -0.0136, -0.0078, 0.0245
Si, -0.0655, 0.0988, -0.0255
Si, -0.0359, 0.0321, -0.0321
Si, 0.1833, 0.037, -0.0309
Si, 0.0079, -0.0642, 0.0123
Si, -0.0525, -0.0188, -0.0002
Si, 0.1027, 0.0172, -0.0159
Si, -0.0103, 0.0261, 0.0022
Si, -0.1271, -0.0775, -0.0001
Si, 0.0313, -0.1457, -0.0321
Si, -0.0961, 0.1966, -0.5147
Si, -0.1252, 0.1787, 0.5401
Si, 0.1312, -0.1242, -0.3727
Si, 0.0454, 0.1054, 0.5719
Si, -0.1081, -0.0115, 0.322
Si, -0.0666, 0.0011, -0.3349
Si, -0.0838, -0.088, 0.404
Si, -0.2677, 0.0639, -0.6169
Si, 0.0068, 0.0049, 0.0064
Si, -0.0114, 0.0003, 0.0084
Si, -0.0007, 0.0021, 0.0081
Si, -0.0029, -0.0041, 0.0006
Si, 0.0007, 0.002, -0.0045
Si, 0.0019, -0.0037, -0.0003
Si, 0.0077, 0.0013, 0.0032
Si, 0.0056, 0.0021, -0.0019
Si, -0.0051, -0.0088, -0.0049
Si, -0.0035, 0.0118, -0.0072
Si, -0.0024, 0.0006, -0.0033
Si, 0.0119, -0.025, -0.0278
Si, 0.0091, 0.0001, 0.0032
Si, 0.0007, 0.0029, -0.0042
Si, -0.0093, 0.0007, 0.0091
Si, -0.0196, 0.0048, -0.0012
Si, 0.0037, 0.006, 0.0037
Si, 0.0034, -0.0059, -0.0063
Si, -0.0078, -0.0053, -0.0034
Si, -0.0095, 0.0039, 0.0251
Si, 0.0132, 0.0155, -0.0061
Si, -0.0051, 0.0162, -0.0429
Si, 0.0051, 0.0055, -0.0127
Si, -0.002, -0.0173, -0.0103
O, -0.004, -0.0139, 0.015
O, 0, 0.0027, -0.0011
O, -0.0004, 0.0052, 0.0054
O, -0.0009, 0.0008, 0.0047
O, -0.0016, -0.0019, 0.0021
O, -0.0069, -0.0028, 0.006
O, 0.0648, 0.0218, 0.028
O, 0.0184, 0.0306, 0.0418
O, -0.0003, -0.0006, -0.0019
O, -0.0003, 0.0008, -0.0017
O, -0.0003, 0.0004, -0.0009
O, -0.0012, 0.001, -0.0008
O, 0.0021, 0.001, 0.0005
O, -0.0003, 0.0005, -0.0003
O, 0.0001, -0.0006, -0.0033
O, -0.0008, -0.0019, -0.0007
Si, 0.0004, -0.0007, 0.0019
Si, -0.0012, -0.0004, 0.0004
Si, -0.0003, 0.0028, 0.004
Si, -0.0001, -0.0008, 0.0013
Si, -0.0003, 0.0004, 0.0009
Si, -0.0022, -0.0088, -0.0133
Si, -0.0001, 0.0001, 0.0001
Si, -0.001, 0.0004, 0.0008
Si, -0.0009, -0.0004, 0.0001
Si, -0.0004, -0.0003, 0.0003
Si, -0.0008, 0.0007, 0.0027
Si, -0.0043, 0.0027, -0.0052
Si, 0.0005, 0.0101, -0.0079
Si, -0.0004, -0.0001, 0.0007
Si, -0.0015, 0.0001, -0.0008
Si, 0.0031, -0.0018, -0.0019
Si, 0.0002, 0.0003, 0.0005
Si, 0.0003, -0.0005, -0.0006
Si, -0.0074, 0.0012, 0.0054
Si, 0.0028, -0.0034, 0
Si, -0.0018, 0.0006, 0.001
Si, -0.0009, 0.0001, -0.0008
Si, 0.0069, -0.0071, 0.0029
Si, -0.0295, -0.0111, 0.0185
Si, 0.0084, 0.0017, 0.0012
Si, 0.0113, -0.0338, 0.0034
Si, -0.0008, -0.0004, 0.0006
Si, -0.0004, -0.0008, 0.0006
Si, -0.0003, -0.0003, 0.0021
Si, 0.0011, 0.0016, -0.0019
Si, -0.0104, 0.0051, -0.0013
Si, -0.0075, -0.0052, -0.0042
Si, -0.0107, -0.0155, -0.026
Si, -0.0009, -0.0005, 0
Si, -0.0005, -0.0015, 0.0013
Si, -0.0002, 0.0008, 0
O, 0.0008, 0.0018, -0.0015
O, -0.0014, 0.0002, -0.002
O, 0.0008, -0.0012, -0.0007
O, 0.0019, 0.0016, 0.0008
O, -0.0006, 0.0002, -0.0007
O, -0.0004, -0.0004, -0.0002
O, -0.0103, -0.0044, -0.0086
O, -0.0004, 0.0008, 0
O, 0, -0.0003, -0.0005
O, -0.0138, -0.0198, 0.0017
O, -0.0006, 0.0002, 0.0002
O, 0.0165, -0.0051, -0.0157
O, -0.0008, -0.0002, -0.0003
O, 0.0004, -0.001, -0.0008
O, -0.0261, 0.0037, -0.0063
O, -0.0034, 0.0057, 0.0018
O, -0.0008, 0.0003, 0.0002
O, -0.0003, -0.0002, -0.0004
O, 0.0017, -0.0065, 0.0022
O, -0.0026, 0.0007, -0.0095
O, -0.0005, 0.0001, 0.0007
O, -0.0008, 0.0001, -0.0007
O, -0.0018, -0.0001, 0.001
O, -0.0002, -0.0001, -0.0005
O, -0.0007, 0, -0.0005
O, -0.0007, -0.0043, 0.0007
O, -0.0008, 0.0003, -0.0004
O, -0.0002, -0.0009, -0.0004
O, -0.0007, -0.0025, 0.0013
O, -0.0007, -0.0008, -0.0013
O, -0.0316, -0.011, 0.0176
O, 0.0467, 0.0344, -0.0203
O, -0.0008, -0.0008, -0.0013
O, -0.0007, -0.0001, -0.0001
O, 0.0002, 0.001, 0.0022
O, 0.0005, -0.0005, -0.0005
O, -0.0069, -0.0018, 0.0057
O, 0.0004, 0.0003, 0.0003
O, -0.0002, -0.0004, -0.0007
O, -0.0047, -0.0003, 0.0212
O, -0.0007, 0.0007, -0.0003
O, -0.0004, -0.0005, -0.0005
O, -0.0011, 0.0006, -0.0021
O, 0.0167, -0.0005, 0.0032
O, 0, 0.0005, -0.0002
O, -0.0004, -0.0001, -0.0013
O, -0.0021, 0.0138, 0.003
O, 0.0024, -0.0039, -0.0012
O, -0.0011, -0.0005, -0.001
O, -0.0015, 0.0002, 0.0022
O, -0.014, 0.003, 0.0064
O, -0.0009, -0.0048, -0.0049
O, -0.0006, 0, -0.001
O, -0.0006, 0.0001, -0.0002
O, 0.0001, -0.0002, -0.0007
O, -0.0032, 0.005, -0.0012
O, -0.0009, -0.001, -0.0023
O, -0.0008, -0.0012, -0.0017
O, 0.0073, 0.0145, 0.0027
O, 0.0004, 0.0017, -0.0012
O, 0.0011, -0.0007, 0.0019
O, -0.0003, 0, -0.0004
O, -0.0011, -0.0015, -0.0007
O, -0.0001, -0.0063, 0.0002

The program warned: the cutoff lies below the one the program advises for these potential files; the exchange-correlation potential is rough where the density is thin.
